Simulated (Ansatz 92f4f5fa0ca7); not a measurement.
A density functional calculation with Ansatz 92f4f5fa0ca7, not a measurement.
Periodic cell of 213 atoms, Si132O80H1, from a study of silicon, its oxide and their interface. The atomic structure is a simulated model.
Doubt: the cutoff is far below the 930 eV that the study's wrapper takes by default for these files, so forces and energies are approximate.
This geometry differs little from another in the collection (a relaxation step or a small displacement).

Settings: functional PBE; potential files Ansatz PAW; basis plane waves; wave-function cutoff 580 eV; density cutoff ratio 5; exchange-correlation grid ratio 1; k mesh 1 x 1 x 1, Gamma-centred; self-consistency stop 5e-08 eV per atom in the density residual; occupations fixed; spin none; net charge +1 e, with a uniform compensating background and no finite-size correction.

Cell vectors (angstrom)
a	10.938	0	0
b	0	10.938	0
c	0	0	31.1881

Atoms: element, x, y, z (angstrom)
Si	-0.4839	0.2943	23.827
Si	6.1561	-0.4395	23.5961
Si	2.2506	3.2439	23.896
Si	8.819	2.1556	23.9267
Si	0.4396	4.8578	24.0113
Si	5.0999	5.9918	23.6625
Si	3.3272	7.7187	23.7844
Si	7.9163	8.74	23.7887
Si	1.3763	1.3083	24.9461
Si	6.9139	1.3016	25.0202
Si	4.1509	4.1728	24.948
Si	9.6019	3.9785	25.1961
Si	1.4508	6.7955	24.9826
Si	6.8797	6.9007	24.938
Si	4.2862	9.567	24.8954
Si	9.5408	9.6137	25.2393
Si	2.8037	-0.0467	26.2972
Si	8.1749	0.0224	26.5269
Si	0.0775	2.634	26.475
Si	5.4882	2.7282	26.319
Si	2.7704	5.4504	26.422
Si	8.1914	5.4753	26.3631
Si	0.0504	8.16	26.3796
Si	5.5215	8.2008	26.4012
Si	4.1018	1.3673	27.7698
Si	9.5708	1.3673	27.7698
Si	1.3673	4.1018	27.7698
Si	6.8362	4.1018	27.7698
Si	4.1018	6.8362	27.7698
Si	9.5708	6.8362	27.7698
Si	1.3673	9.5708	27.7698
Si	6.8362	9.5708	27.7698
Si	0	0	29.1371
Si	5.469	0	29.1371
Si	2.7345	2.7345	29.1371
Si	8.2035	2.7345	29.1371
Si	0	5.469	29.1371
Si	5.469	5.469	29.1371
Si	2.7345	8.2035	29.1371
Si	8.2035	8.2035	29.1371
Si	1.3673	1.3673	30.5043
Si	6.8362	1.3673	30.5043
Si	4.1018	4.1018	30.5043
Si	9.5708	4.1018	30.5043
Si	1.3673	6.8362	30.5043
Si	6.8362	6.8362	30.5043
Si	4.1018	9.5708	30.5043
Si	9.5708	9.5708	30.5043
Si	2.7345	0	0.6835
Si	8.2035	0	0.6835
Si	0	2.7345	0.6835
Si	5.469	2.7345	0.6835
Si	2.7345	5.469	0.6835
Si	8.2035	5.469	0.6835
Si	0	8.2035	0.6835
Si	5.469	8.2035	0.6835
Si	4.1018	1.3673	2.0507
Si	9.5708	1.3673	2.0507
Si	1.3673	4.1018	2.0507
Si	6.8362	4.1018	2.0507
Si	4.1018	6.8362	2.0507
Si	9.5708	6.8362	2.0507
Si	1.3673	9.5708	2.0507
Si	6.8362	9.5708	2.0507
Si	0	0	3.418
Si	5.469	0	3.418
Si	2.7345	2.7345	3.418
Si	8.2035	2.7345	3.418
Si	0	5.469	3.418
Si	5.469	5.469	3.418
Si	2.7345	8.2035	3.418
Si	8.2035	8.2035	3.418
Si	1.379	1.3469	4.7626
Si	6.7972	1.4309	4.878
Si	4.0835	4.1301	4.773
Si	9.5989	4.0987	4.8345
Si	1.3526	6.8	4.8386
Si	6.7847	6.897	4.6933
Si	4.0413	9.6117	4.8409
Si	9.4519	9.6519	4.7037
Si	2.6772	0.0317	6.2754
Si	8.126	-0.0067	6.234
Si	0.0593	2.6815	6.1875
Si	5.4858	2.9158	6.2553
Si	2.6575	5.3335	6.2449
Si	8.1767	5.5796	6.0554
Si	-0.1101	8.2791	5.9992
Si	5.3777	8.1592	6.1177
Si	3.7643	1.8137	7.4365
Si	10.0181	0.8984	7.3524
Si	1.8429	3.4487	7.5886
Si	6.3835	4.9461	7.4
Si	4.4223	6.3765	7.3592
Si	8.9073	7.5322	7.1669
Si	0.6938	10.0257	7.3021
Si	7.0745	9.1187	7.4158
O	0.52	9.2243	8.8
O	1.2139	3.6629	9.1479
O	9.7723	1.3114	8.9656
O	6.5859	9.1835	9.0148
O	4.5332	1.2157	8.7912
O	3.8671	6.6929	8.8958
O	7.0456	5.4633	8.8952
O	9.1772	7.3657	9.0096
O	2.2883	3.2193	22.2016
O	6.0222	11.0714	22.0201
O	8.4574	2.6695	22.4035
O	0.0309	4.6679	22.3736
O	8.7385	8.4554	22.3522
O	2.8969	8.1839	22.2394
O	5.6508	5.6922	22.1108
O	10.5945	10.4357	22.3463
Si	1.3619	4.3577	21.4441
Si	1.5253	3.7225	15.7217
Si	8.7418	0.6121	10.02
Si	6.2193	0.8283	20.5496
Si	0.3548	13.3848	19.3725
Si	4.0732	6.803	10.5085
Si	10.0992	9.0384	21.6237
Si	3.6545	7.5779	19.0287
Si	8.6344	5.4525	19.4278
Si	5.1107	14.0875	19.0826
Si	0.2218	10.6342	14.6649
Si	6.0144	9.3145	10.5571
Si	-2.4435	1.9079	12.9703
Si	4.8358	10.2619	18.1417
Si	8.3107	0.1538	15.3956
Si	6.1913	3.6377	13.9897
Si	12.7742	7.3868	21.2813
Si	-3.7368	8.7036	16.7349
Si	0.5668	2.3234	13.2608
Si	5.9544	6.6229	14.8537
Si	3.1883	6.3781	16.2911
Si	7.0212	13.4167	16.5684
Si	1.5181	3.723	10.7687
Si	8.2789	5.9935	9.8129
Si	1.0904	6.75	11.5968
Si	7.523	7.6493	12.4134
Si	8.816	2.5004	20.8366
Si	2.784	12.7061	17.7978
Si	5.7057	5.8949	20.4897
Si	5.677	1.2337	9.9543
Si	4.6211	3.8374	11.4312
Si	-0.5437	7.9519	13.7811
Si	-0.7025	8.6728	9.7156
Si	-1.2606	3.8335	17.0975
Si	0.6377	8.3304	16.3702
Si	-1.3315	8.2135	18.8361
O	4.856	3.6707	13.0375
O	9.238	-1.0123	10.0617
O	1.9852	7.4551	16.2542
O	1.4078	3.4323	14.1107
O	8.2067	8.4689	18.0067
O	5.0894	4.6156	19.7278
O	0.928	5.1672	11.2561
O	2.145	5.7871	21.4874
O	0.0362	4.2499	16.1954
O	4.8198	5.4289	11.0375
O	-1.2959	6.7439	19.5953
O	6.2915	7.3884	13.4405
O	3.6762	3.0096	18.3478
O	5.851	9.5649	17.0681
O	8.9428	7.5799	13.1776
O	5.5771	2.7077	10.683
O	11.2857	7.8991	21.7058
O	6.3249	13.8634	17.9759
O	-3.7347	9.0675	11.6612
O	0.833	2.5332	11.6516
O	7.4753	11.8442	16.5874
O	-0.6696	2.7155	18.1298
O	5.991	2.6837	15.3026
O	10.3243	1.8823	20.5703
O	4.8248	7.2112	20.1055
O	5.3852	-0.1284	10.8376
O	5.2327	2.1162	20.3455
O	9.9262	11.3	15.5179
O	-3.0334	11.6477	13.9118
O	3.8004	6.5054	17.7998
O	9.3561	4.8186	10.0566
O	7.6773	6.5367	11.1977
O	1.0048	14.8012	19.9316
O	3.8509	11.4676	17.567
O	-2.971	9.5107	15.5302
O	2.1652	7.598	19.7063
O	7.4129	3.1287	13.0151
O	8.4326	3.2419	16.218
O	-1.9888	16.0133	17.8645
O	0.6744	7.0456	13.1386
O	8.7639	4.0324	20.2382
O	7.2037	6.0838	19.881
O	-4.1659	7.2568	16.1121
O	3.1063	3.5049	10.9791
O	2.6231	4.8859	15.984
O	4.3503	6.6883	15.1723
O	10.9372	7.7285	10.8168
O	11.9498	11.7779	13.8085
O	5.7849	10.7061	19.3914
O	-0.041	8.3893	17.8409
O	2.6337	7.101	11.2311
O	-0.2936	-1.3835	13.5285
O	2.0327	24.2067	16.4448
O	7.7421	1.3923	20.2713
O	1.5729	12.3915	18.8872
O	-4.4515	5.1083	14.6072
O	-3.7062	0.9691	9.427
O	9.7566	9.3139	20.0446
O	-6.007	8.1405	10.8167
O	1.0854	9.8134	15.7869
O	-1.0331	2.5154	13.4983
O	3.7862	9.1158	18.5627
O	-0.4992	7.6703	15.3817
O	8.7798	1.2582	11.4964
H	10.0853	4.6162	9.4485

Results
free energy: -129428.465 eV
free energy less fixed offsets of H -15.97, O -568.88, Si -635.61 eV per atom: -1.575 eV

Forces (eV/angstrom), in the order of the atoms: element, x, y, z
Si	0.001	-0.0014	-0.0025
Si	-0.0026	0.0005	-0.0031
Si	-0.002	0.0015	-0.0031
Si	0.0014	0.0015	-0.0006
Si	0.0034	0.0013	-0.0034
Si	0	-0.0022	-0.0019
Si	0.0021	0.0014	-0.0018
Si	0.0034	-0.0007	-0.0026
Si	-0.0004	-0.0024	-0.0007
Si	-0.0009	0.001	0.0007
Si	0.0029	0.0009	-0.0006
Si	-0.0025	-0.0019	0.0004
Si	-0.0027	-0.0023	0.0004
Si	-0.0004	-0.0009	-0.0007
Si	0.0004	0.0012	-0.0003
Si	0.0005	-0.0011	-0.0017
Si	0.0005	-0.0001	0.0005
Si	-0.0007	0.0001	-0.0007
Si	-0.0011	0.0002	-0.0006
Si	-0.0009	-0.0006	-0.0006
Si	-0.0014	0.0005	0.0004
Si	0.0002	0.0006	0.0002
Si	-0.0005	0	-0.0005
Si	-0.0007	0.0009	0.0003
Si	0.0474	-0.0016	-0.6574
Si	0.1065	-0.0128	0.8555
Si	0.3171	-0.1752	0.2444
Si	-0.0987	-0.0026	-0.4011
Si	0.1575	0.1521	0.0483
Si	0.074	-0.1105	-0.3011
Si	0.3564	-0.0462	-0.4759
Si	-0.2051	-0.1867	0.6811
Si	-0.1222	0.0583	0.0278
Si	-0.004	-0.0881	0.0318
Si	-0.0257	0.1045	0.0275
Si	0.1383	0.0413	0.0218
Si	-0.0671	-0.0478	-0.0118
Si	-0.0478	0.0328	0.002
Si	0.061	0.0647	0.0126
Si	-0.0406	0.0981	0.0148
Si	0.0214	-0.053	-0.0049
Si	-0.0092	0.0367	-0.0485
Si	0.0434	-0.031	0.01
Si	-0.0183	0.0113	-0.0105
Si	0.009	-0.0125	-0.0433
Si	0.0628	-0.058	-0.0084
Si	-0.0557	0.0077	-0.0151
Si	0.0853	-0.0931	0.0001
Si	0.0406	-0.0096	0.0274
Si	-0.0685	0.0642	-0.0023
Si	-0.0483	0.0222	-0.0101
Si	0.0385	-0.0308	0.0188
Si	-0.0349	0.0222	0.0083
Si	0.0251	0.0184	0.039
Si	-0.0097	-0.0039	0.0268
Si	-0.0791	0.1169	-0.0188
Si	-0.0137	0.0267	-0.016
Si	0.1156	0.0053	-0.0181
Si	0.0131	-0.0236	0.0181
Si	-0.0303	0.0005	0.0134
Si	0.0765	-0.037	-0.0312
Si	-0.0264	0.0128	0.017
Si	-0.1212	-0.1005	0.0091
Si	0.0874	-0.12	-0.0552
Si	-0.1042	0.1312	-0.3377
Si	-0.1414	0.2749	0.5879
Si	0.1985	-0.1439	-0.1552
Si	-0.0009	-0.0295	0.5334
Si	-0.0015	-0.0651	0.2144
Si	-0.2631	-0.0203	-0.4376
Si	-0.131	-0.0595	0.473
Si	-0.286	0.2394	-0.8589
Si	0.0026	0.001	-0.0008
Si	-0.0004	0.0004	0.0003
Si	-0.0009	0.0018	-0.0021
Si	0.002	-0.0012	-0.0018
Si	0.0015	-0.0001	-0.0019
Si	-0.0012	0.0003	-0.0025
Si	0.0016	-0.002	0
Si	0.0032	-0.0002	-0.0034
Si	-0.0005	-0.003	-0.0013
Si	-0.0001	0.0014	0.0022
Si	-0.0009	0.0012	0.0013
Si	0.0072	-0.0006	0.0003
Si	0.0004	-0.0026	0.003
Si	0.0006	0.0012	0.0031
Si	-0.0049	-0.0019	0.001
Si	-0.0031	0.0015	-0.0003
Si	-0.0001	0.0001	0.0034
Si	-0.002	-0.0005	0.0009
Si	-0.0031	0.002	-0.002
Si	-0.0027	-0.0025	0.0063
Si	0.0009	0.007	0.0049
Si	0.0037	0.0056	-0.0098
Si	-0.0003	0.0008	0.002
Si	-0.001	-0.0023	0.0002
O	-0.0068	-0.0018	0.0026
O	0.0002	-0.0006	-0.0006
O	0	-0.0005	0.0002
O	0.0042	-0.0004	-0.0032
O	-0.0019	-0.0002	-0.0026
O	-0.0001	-0.0013	-0.0043
O	0.0156	0.0027	0.0021
O	-0.0026	0.0004	0.0117
O	-0.0001	0.0002	0.0013
O	0.0007	-0.002	0.0032
O	-0.0007	0.0002	0
O	0.0006	0.0002	0.0005
O	-0.002	0.0013	0.0025
O	0.0001	-0.0002	-0.0002
O	-0.0013	0.0008	0.0044
O	-0.0009	0.0012	0.0016
Si	-0.001	-0.001	0.0012
Si	-0.001	-0.0003	0.0005
Si	0.0004	0.0035	0.0003
Si	-0.0011	0.001	-0.0019
Si	-0.0007	-0.0015	-0.0008
Si	0.0012	-0.0008	-0.0018
Si	-0.0004	0.0005	0.0013
Si	0.0019	0.0007	-0.0003
Si	-0.0006	0.0008	0.0007
Si	-0.0007	-0.0003	-0.0003
Si	0.0003	-0.0003	0.0006
Si	-0.003	-0.0004	0.0028
Si	-0.0007	0.0015	0.0037
Si	-0.001	0.0004	0.0004
Si	-0.0002	0.0004	0.001
Si	-0.0005	-0.0011	0.0015
Si	-0.0006	0.0002	-0.0011
Si	-0.0005	0.0006	0.0002
Si	0.0006	0.0006	0.0014
Si	-0.0011	0.0005	0.0021
Si	-0.0007	0.0005	0.0005
Si	0.0001	0.0006	0.0001
Si	0.001	-0.0006	0.0005
Si	-0.0099	-0.0116	-0.0036
Si	0.003	-0.0018	0.0025
Si	-0.0025	0.0013	0.0047
Si	0.0012	0.0004	-0.0017
Si	-0.0001	-0.0003	0.0012
Si	0.0002	0.0005	-0.0018
Si	0.0005	0.0001	0.0032
Si	-0.0013	0.0016	0.0027
Si	0.0001	0.0025	0.0021
Si	0.0073	0.0053	-0.0034
Si	0.0005	-0.0001	0.0008
Si	0.0002	0.0001	0.0012
Si	-0.001	-0.0008	-0.0009
O	-0.0008	0.0005	-0.0036
O	-0.0014	-0.0046	-0.003
O	0.0004	-0.0002	-0.0005
O	-0.001	-0.0006	-0.0017
O	0	0.0003	-0.0001
O	-0.0008	-0.0005	-0.0012
O	-0.0008	0.0011	0.0007
O	0	0.0008	-0.0013
O	0.0004	0	-0.0009
O	-0.0008	-0.0001	0.0002
O	0.0005	0.0003	-0.0003
O	0.0014	0.0007	-0.0029
O	0.0004	0.0006	-0.0001
O	0.0004	0.0001	-0.001
O	-0.0011	-0.0007	-0.0015
O	0.001	-0.0023	-0.0017
O	0.0005	-0.0005	-0.0014
O	-0.0004	0.0001	-0.0003
O	0.0004	0.0004	-0.0008
O	-0.0003	0.001	-0.0014
O	-0.0002	0.0003	-0.0004
O	0.0004	-0.0002	0
O	0.0001	0.0005	-0.0014
O	-0.0005	0.0001	-0.0007
O	-0.0014	0.0011	-0.0012
O	0.0004	0.0025	-0.0018
O	-0.0003	0.0002	-0.0002
O	-0.0003	0.0003	-0.0002
O	-0.0006	0.0007	-0.0027
O	-0.0003	0.0002	-0.0007
O	0.0014	0.0149	0.0003
O	0.0065	-0.0038	-0.0124
O	0.0007	0.0021	-0.0002
O	-0.0002	0.0002	-0.0008
O	0	-0.0001	-0.0006
O	-0.0011	-0.0001	0.0007
O	0.0006	-0.0004	-0.0016
O	-0.0014	-0.0004	-0.0008
O	-0.0003	0.0003	-0.0005
O	0.0009	-0.0011	-0.0042
O	-0.0001	-0.0011	-0.0003
O	0.0003	0.0002	-0.0015
O	-0.0004	-0.0004	-0.0008
O	0.0005	0	-0.0001
O	0.0002	0.0007	-0.0003
O	0.0006	0.0002	-0.001
O	-0.0034	-0.0007	0.0003
O	-0.0001	0.001	-0.0009
O	0.0006	0.0005	0.0001
O	-0.0002	0.0005	-0.0008
O	-0.0013	0.0006	0.0005
O	-0.0009	-0.001	-0.0008
O	-0.0005	0.0004	-0.0006
O	0	0.0003	-0.0003
O	-0.0005	0.0007	-0.0011
O	0	0	-0.0004
O	-0.0005	-0.0002	-0.0006
O	0.0003	0.0007	0.0003
O	0.0002	0.0002	0.0005
O	-0.0008	0.0007	-0.0008
O	-0.0006	-0.0001	-0.0003
O	-0.0013	-0.0011	0.0001
O	-0.0006	-0.0001	-0.0013
O	0	-0.0021	-0.0041
H	-0.0121	-0.0037	-0.0009

The program warned: the cutoff lies below the one the program advises for these potential files; the exchange-correlation potential is rough where the density is thin.
